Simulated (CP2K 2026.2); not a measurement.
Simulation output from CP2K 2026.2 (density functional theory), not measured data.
Periodic cell of 504 atoms, Si360O144, from a study of silicon, its oxide and their interface. The atomic structure is a simulated model.
Doubt: the forces sum to 1.01 eV/angstrom along one axis rather than to zero, so they err by at least 0.0020 eV/angstrom per atom on average; the grid cutoff is modest.

Settings: functional PBE; method Gaussian and plane waves; basis set DZVP-MOLOPT-SR-GTH; pseudopotentials GTH-PBE; grid cutoff 350 Ry, relative cutoff 50 Ry; k points Gamma only; occupations fixed; spin none; net charge 0.

Cell vectors (angstrom)
a 16.32 0 0
b 0 16.32 0
c 1.883 -8.0548 33.4588

Atoms and the computed forces on them: element, x, y, z (angstrom), force x, y, z (eV/angstrom)
Si 1.698 14.904 0.218 -0.197 -0.005 0.628
Si 4.428 1.26 0.188 -0.319 0.094 0.673
Si 1.1 4.406 0.026 0.125 -0.199 0.723
Si 4.271 6.567 0.093 -0.024 0.12 0.667
Si 0.999 9.766 0.047 0.252 -0.083 0.698
Si 3.942 12.686 0.101 0.044 -0.342 0.662
Si 6.483 15.193 0.251 0.254 -0.179 0.731
Si 9.674 0.962 0.12 0.044 0.218 0.682
Si 6.452 4.34 0.068 0.207 -0.029 0.729
Si 11.156 -1.048 33.303 0.184 -0.124 0.712
Si 8.968 1.226 33.364 -0.159 0.069 0.689
Si 11.715 3.894 33.441 -0.184 0.087 0.713
Si 13.779 7.047 33.44 0.276 -0.069 0.753
Si 16.535 -6.406 33.303 0.242 -0.282 0.751
Si 12.446 3.874 0.142 -0.189 0.028 0.752
Si 15.11 6.528 0.175 -0.041 0.197 0.735
Si 12.156 9.796 0.054 0.005 -0.245 0.681
Si 15.114 11.955 0.146 0.039 0.241 0.736
Si 2.836 0.102 1.522 0.008 -0.022 -0.034
Si 5.471 2.806 1.535 0.014 0.032 -0.035
Si 2.7 5.442 1.408 0.021 0 -0.041
Si 5.5 8.165 1.285 0.015 0.003 -0.066
Si 2.728 10.938 1.192 0.023 -0.016 -0.069
Si 5.396 13.666 1.618 0.002 0.014 -0.035
Si 8.167 -0.105 1.505 -0.006 0.017 -0.02
Si 10.835 2.649 1.317 -0.009 -0.02 -0.044
Si 8.13 5.485 1.259 0 0.023 -0.044
Si 10.908 8.129 1.188 -0.052 0.019 -0.018
Si 8.204 10.837 1.277 0.002 0 -0.081
Si 10.84 13.558 1.381 0 0.001 -0.052
Si 13.566 -0.01 1.173 -0.025 -0.001 -0.052
Si 16.296 2.71 1.228 -0.019 -0.013 -0.081
Si 13.605 5.367 1.505 0.007 -0.023 -0.05
Si 16.255 8.179 1.411 -0.009 -0.012 -0.021
Si 13.609 10.864 1.543 0.01 0.014 -0.061
Si 16.334 13.634 1.288 0.018 -0.012 -0.047
Si 1.325 1.42 2.697 0 0.024 0.028
Si 4.01 4.088 2.816 0 0.011 0.033
Si 1.364 6.843 2.736 0.001 0.003 0.027
Si 4.085 9.555 2.584 -0.015 -0.021 0.007
Si 1.384 12.259 2.667 -0.005 0.018 0.02
Si 4.089 15.043 2.945 -0.021 0.008 0.031
Si 6.859 1.387 2.802 -0.009 -0.02 0.005
Si 9.489 4.083 2.626 -0.008 0.005 -0.001
Si 6.814 6.815 2.707 0.003 -0.002 0.022
Si 9.563 9.478 2.654 -0.001 -0.02 0.031
Si 6.844 12.192 2.706 0.019 -0.022 -0.013
Si 9.497 14.843 2.819 0.017 -0.003 0.027
Si 12.238 1.308 2.668 0.017 -0.016 0.022
Si 15.001 4 2.763 0.027 -0.02 0.047
Si 12.203 6.809 2.684 -0.006 0.023 0
Si 14.93 9.466 2.841 0.006 -0.003 0.03
Si 12.244 12.288 2.778 -0.004 -0.003 0.03
Si 14.938 14.994 2.607 -0.01 -0.01 0.003
Si 16.29 0.011 4.022 0.002 0.003 -0.007
Si 2.662 2.727 4.137 0.011 -0.006 0.002
Si 16.335 5.434 4.083 -0.004 -0.007 -0.016
Si 2.753 8.213 4.036 0.007 0.002 0.003
Si 16.347 10.896 4.068 0.007 0.011 -0.02
Si 2.683 13.598 4.129 -0.007 0.014 -0.012
Si 5.495 0.064 4.202 0.002 -0.011 0.004
Si 8.202 2.764 4.104 0.011 -0.002 0.009
Si 5.435 5.47 4.085 0.007 0.002 -0.021
Si 8.187 8.159 4.061 0.007 0.006 -0.019
Si 5.436 10.855 4.03 -0.007 -0.007 -0.012
Si 8.143 13.518 4.152 -0.01 0.002 0.024
Si 10.893 -0.037 4.071 -0.004 0.014 -0.022
Si 13.589 2.66 4.075 -0.006 -0.001 -0.013
Si 10.849 5.43 4.024 -0.005 -0.01 -0.003
Si 13.546 8.114 4.127 -0.005 -0.003 0.023
Si 10.879 10.862 4.066 -0.027 -0.011 -0.021
Si 13.627 13.658 4.067 -0.012 0.01 0.009
Si 1.35 -1.367 16.365 -0.005 0.003 -0.001
Si 4.066 1.318 16.321 -0.015 -0.007 -0.008
Si 1.324 4.043 16.305 -0.009 -0.027 -0.008
Si 4.086 6.826 16.262 -0.002 0.014 -0.013
Si 1.326 9.546 16.295 0.022 -0.008 -0.016
Si 4.063 12.274 16.324 0.021 -0.005 -0.003
Si 6.762 -1.363 16.326 -0.002 -0.002 -0.014
Si 9.529 1.371 16.36 -0.004 0.019 0.002
Si 6.83 4.064 16.263 -0.01 0.005 -0.015
Si 9.595 6.815 16.269 0.007 -0.001 -0.007
Si 6.807 9.555 16.261 0.014 -0.001 -0.019
Si 9.517 12.228 16.312 0 0 -0.003
Si 12.253 -1.37 16.357 0.001 -0.005 -0.007
Si 14.973 1.328 16.341 -0.002 0.009 -0.005
Si 12.222 4.083 16.31 -0.001 0.008 -0.002
Si 14.937 6.786 16.342 0.005 -0.006 -0.004
Si 12.254 9.513 16.323 0.002 0 -0.011
Si 14.963 12.245 16.391 -0.001 -0.006 -0.005
Si 2.727 -0.038 17.74 0.023 0.015 -0.015
Si 5.451 2.707 17.598 0.024 -0.001 0.005
Si 2.669 5.484 17.561 0.016 -0.001 -0.026
Si 5.489 8.171 17.599 -0.018 0.001 0.015
Si 2.708 10.883 17.642 -0.014 -0.006 0.011
Si 5.389 -2.681 17.729 -0.028 0.008 0
Si 8.109 0.012 17.663 -0.007 0.006 0.012
Si 10.933 2.716 17.729 0.009 -0.002 0
Si 8.257 5.411 17.558 0.001 0.001 -0.023
Si 10.917 8.162 17.699 0 -0.029 0.028
Si 8.118 10.905 17.667 0.001 -0.003 -0.01
Si 10.889 -2.76 17.677 -0.003 0.004 -0.002
Si 13.639 -0.033 17.731 0.016 -0.018 -0.003
Si 16.324 2.666 17.721 0.031 0.016 0.005
Si 13.541 5.437 17.696 -0.001 0.007 0.017
Si 16.275 8.209 17.661 -0.007 0.001 -0.004
Si 13.603 10.839 17.72 -0.004 -0.001 -0.006
Si 16.31 -2.691 17.771 -0.013 0.004 0.017
Si 1.387 1.306 19.115 -0.03 0.023 -0.002
Si 4.078 4.143 18.822 -0.022 0.003 -0.034
Si 1.324 6.834 18.938 0.02 -0.006 -0.025
Si 4.093 9.503 18.942 0.007 -0.003 -0.045
Si 1.382 -4.092 19.053 0.031 -0.011 -0.034
Si 4.061 -1.352 19.194 0.006 0.017 0.008
Si 6.755 1.382 19.043 -0.009 -0.014 -0.041
Si 9.569 4.129 19.025 0.01 0.015 -0.007
Si 6.947 6.803 18.856 0.02 0.02 -0.054
Si 9.486 9.527 18.981 -0.018 0.011 -0.028
Si 6.732 -4.07 19.045 0.029 -0.031 -0.013
Si 9.467 -1.399 18.953 -0.015 -0.013 -0.052
Si 12.308 1.326 19.093 -0.003 0.037 -0.01
Si 14.868 4.002 19 -0.022 -0.023 -0.037
Si 12.28 6.847 19.14 0.017 0.002 -0.029
Si 14.932 9.484 19.136 -0.038 -0.009 -0.001
Si 12.244 -4.126 19.062 -0.006 0 -0.019
Si 14.948 -1.348 19.207 0.02 -0.016 0.006
Si 16.393 -0.039 20.627 0.012 -0.01 0.042
Si 2.761 2.865 20.245 0.009 -0.009 0.03
Si 16.159 5.535 20.18 -0.052 0.042 0.03
Si 2.759 8.099 20.276 0.018 -0.001 0.053
Si 16.332 10.865 20.401 0.001 0.008 0.04
Si 2.729 -2.814 20.524 0 -0.002 0.091
Si 5.362 0.122 20.544 -0.008 0.031 0.066
Si 8.204 2.754 20.316 -0.015 -0.013 0.047
Si 5.545 5.445 20.068 0.015 -0.018 0.044
Si 8.217 8.109 20.341 0.014 -0.009 0.047
Si 5.4 10.846 20.376 -0.01 -0.023 0.061
Si 8.058 -2.669 20.363 0.003 0.033 0.059
Si 10.869 -0.08 20.279 -0.007 0.011 0.06
Si 13.666 2.617 20.548 0.021 0.007 0.058
Si 10.88 5.474 20.459 0.012 0.025 0.063
Si 13.618 8.192 20.65 -0.04 -0.029 0.047
Si 10.788 10.877 20.365 0 -0.012 0.037
Si 13.573 -2.818 20.512 0.025 -0.003 0.038
Si 17.443 -1.783 21.891 0.123 0.245 -0.758
Si 4.303 1.935 21.716 -0.14 -0.341 -0.672
Si 17.459 4.111 21.367 0.214 0.062 -0.718
Si 4.452 6.942 21.424 -0.25 -0.024 -0.725
Si 1.609 9.644 21.576 -0.091 -0.11 -0.682
Si 3.829 -4.468 21.823 0.226 0.228 -0.756
Si 7.075 -0.984 21.705 -0.279 -0.195 -0.76
Si 9.383 1.157 21.548 0.097 0.238 -0.76
Si 6.648 4.003 21.517 0.245 0.076 -0.705
Si 9.783 7.099 21.81 -0.124 -0.249 -0.796
Si 6.563 9.203 21.55 0.191 0.2 -0.797
Si 9.544 -3.914 21.654 -0.17 -0.17 -0.7
Si 11.827 -1.714 21.644 0.223 0.098 -0.743
Si 15.444 1.697 21.949 -0.438 -0.371 -0.596
Si 12.455 4.247 21.695 -0.236 -0.176 -0.802
Si 14.745 6.432 21.858 0.147 0.433 -0.658
Si 11.92 9.417 21.802 0.22 0.056 -0.688
Si 15.177 -3.999 21.845 -0.233 -0.12 -0.681
Si 5.237 2.445 26.188 -0.053 0.154 0.011
Si 5.254 5.996 29.775 0.108 -0.007 0.017
Si 12.411 -3.165 31.417 -0.082 0.081 0.05
Si 4.249 6.881 26.986 -0.089 -0.069 0.043
Si 1.758 -4.863 28.471 0.08 -0.124 -0.106
Si 17.677 5.489 26.864 -0.105 0.056 -0.033
Si 16.656 2.741 27.444 -0.114 -0.017 0.014
Si 2.779 5.627 23.537 -0.054 0.05 -0.017
Si 9.08 -2.914 28.65 0.036 0 -0.078
Si 2.982 2.734 24.396 0.081 0.024 -0.14
Si 8.179 -0.208 29.254 0.013 -0.129 -0.17
Si 5.002 -4.448 24.739 -0.026 0.023 -0.127
Si 1.788 -1.144 24.898 -0.034 -0.034 -0.096
Si 15.843 6.781 29.028 -0.003 0.021 -0.069
Si 13.469 7.071 27.101 0.073 0.073 -0.035
Si 9.59 -2.772 25.781 0.009 -0.13 0
Si 7.761 0.84 26.363 0.197 0.067 0.072
Si 15.5 0.029 31.345 0.017 0.053 0.151
Si 13.625 -1.777 26.938 0.056 0.002 0.124
Si 3.937 -3.839 30.506 -0.01 -0.037 0.161
Si 12.07 -3.756 28.55 0.072 -0.103 0.058
Si 16.539 -2.422 27.12 0.118 0.143 0.026
Si 6.466 5.1 26.111 -0.01 -0.036 0.123
Si 14.137 3.294 29.103 -0.034 0.046 0.043
Si 10.494 4.274 30.59 -0.049 -0.037 0.094
Si 12.243 -1.989 24.445 0.07 -0.043 -0.066
Si 17.126 -7.162 30.22 0.101 0.016 0.263
Si 13.245 -5.001 24.007 0.053 -0.093 -0.056
Si 10.616 2.951 23.777 -0.011 0.076 -0.13
Si 7.289 -1.394 24.694 0.026 0.085 -0.165
Si 1.379 8.367 24.32 0.062 -0.089 -0.131
Si 16.509 1.561 24.776 -0.122 -0.051 -0.189
Si 10.857 1.384 29.303 0.054 0.1 0.004
Si 11.69 4.878 28.004 0.024 -0.04 0.006
Si 7.814 -5.457 23.874 -0.036 0.078 -0.16
Si 15.624 6.653 24.945 -0.097 -0.091 -0.072
Si 8.361 -5.708 29.072 -0.064 0.03 0.046
Si 10.348 2.562 26.668 -0.083 0.007 0.022
Si 4.769 0.505 31.531 -0.029 0.008 0.114
Si 13.454 0.184 29.366 -0.009 0.012 0.031
Si 8.39 5.237 23.811 0.015 0.036 -0.128
Si 7.77 5.42 31.355 -0.02 0.036 0.129
Si 3.485 7.948 30.919 -0.041 0.098 0.181
Si 10.09 -5.349 31.552 -0.093 0.069 0.134
Si 9.592 -5.889 26.258 -0.037 0.099 0.02
Si 17.329 0.068 28.854 -0.019 -0.007 0.03
Si 15.089 5.09 31.332 -0.085 0.027 0.109
Si 3.947 -1.058 29.22 -0.033 -0.008 -0.022
Si 4.557 -1.778 26.172 -0.128 -0.035 -0.101
Si 5.764 -6.18 30.633 -0.004 -0.06 0.114
Si 12.517 -6.27 26.726 -0.015 0.106 -0.039
Si 6.133 3.568 28.679 0.101 0.021 -0.075
Si 3.293 9.8 26.185 -0.051 0.013 0.1
Si 7.152 1.796 30.966 0.038 0.099 0.119
Si 1.311 14.974 5.435 -0.007 0.009 0.013
Si 4.063 1.392 5.491 -0.021 0.009 0.018
Si 1.349 4.107 5.486 -0.016 0.001 0.017
Si 4.087 6.842 5.43 -0.019 -0.006 0.001
Si 1.385 9.539 5.425 0 -0.017 0.003
Si 4.089 12.226 5.425 0.017 0.003 -0.003
Si 6.822 14.946 5.489 0.009 0.005 0.012
Si 9.552 1.361 5.429 0.007 -0.01 0.011
Si 6.798 4.102 5.443 -0.022 0.002 0
Si 9.519 6.786 5.427 0.006 0.004 0.001
Si 6.8 9.509 5.413 0.003 0.01 0
Si 9.528 12.186 5.474 0.009 -0.008 0.014
Si 12.255 14.966 5.454 0.003 -0.007 0.009
Si 14.952 1.335 5.444 0.006 -0.01 0.007
Si 12.229 4.07 5.394 0.001 0.003 -0.005
Si 14.947 6.766 5.443 0.003 -0.007 0.009
Si 12.222 9.517 5.455 -0.003 0.004 0.007
Si 14.973 12.263 5.414 0.001 0.005 0.006
Si 2.697 -0.001 6.803 0.008 -0.007 0
Si 5.438 2.754 6.821 -0.001 0.002 0.002
Si 2.731 5.473 6.803 0.008 0.004 0
Si 5.45 8.17 6.804 -0.002 -0.001 -0.007
Si 2.735 10.88 6.805 -0.003 -0.001 -0.006
Si 5.432 13.589 6.809 -0.004 0.008 0.008
Si 8.193 0.004 6.807 0.003 -0.009 0.003
Si 10.894 2.721 6.795 0.003 -0.004 -0.002
Si 8.158 5.448 6.807 0.002 -0.007 -0.001
Si 10.868 8.148 6.803 -0.004 0 0.004
Si 8.144 10.853 6.812 0.007 -0.003 0.003
Si 10.892 13.586 6.796 -0.003 -0.006 0.002
Si 13.602 -0.005 6.824 0.001 0 0.007
Si 16.303 2.716 6.804 0.002 0.011 0.003
Si 13.586 5.412 6.793 0.006 -0.003 -0.002
Si 16.324 8.162 6.768 0.002 0.001 -0.002
Si 13.606 10.892 6.777 -0.002 -0.001 0
Si 16.301 13.611 6.812 -0.006 0.006 -0.003
Si 1.35 1.365 8.167 -0.008 -0.004 -0.011
Si 4.079 4.111 8.175 0.007 0.012 -0.003
Si 1.357 6.817 8.156 0.012 -0.011 -0.007
Si 4.086 9.522 8.169 0.014 0.001 -0.002
Si 1.361 12.245 8.15 0.007 0.007 0.005
Si 4.066 -1.363 8.155 -0.014 -0.015 0.002
Si 6.807 1.365 8.152 -0.009 -0.003 -0.011
Si 9.521 4.076 8.153 -0.001 0.004 -0.008
Si 6.8 6.806 8.17 -0.009 0.001 0.001
Si 9.51 9.504 8.17 -0.019 -0.009 0
Si 6.798 12.234 8.166 0.004 -0.008 -0.006
Si 9.541 -1.365 8.164 0.01 0.013 -0.004
Si 12.245 1.365 8.168 0.016 0.003 0.008
Si 14.947 4.069 8.167 -0.011 -0.016 0.005
Si 12.24 6.791 8.151 -0.003 -0.003 -0.004
Si 14.966 9.524 8.133 0.008 0.003 -0.005
Si 12.25 12.237 8.16 -0.001 0.008 0
Si 14.95 -1.364 8.185 -0.008 -0.005 0.008
Si 16.313 0.004 9.529 0.002 -0.006 0
Si 2.718 2.73 9.518 0.004 0.006 -0.007
Si 16.32 5.442 9.508 0.002 0.007 -0.009
Si 2.719 8.165 9.527 -0.006 0.001 -0.002
Si 16.319 10.881 9.508 -0.006 -0.005 -0.005
Si 2.712 13.602 9.519 0.005 0.005 0.005
Si 5.44 0.002 9.504 0.003 0.003 -0.002
Si 8.164 2.718 9.521 0.002 0.003 -0.005
Si 5.44 5.455 9.538 -0.001 -0.007 -0.003
Si 8.157 8.157 9.536 0.001 -0.005 0.001
Si 5.44 10.881 9.529 -0.007 0.003 0.003
Si 8.166 13.6 9.516 -0.008 0.003 -0.004
Si 10.89 -0.003 9.528 0.004 -0.007 -0.001
Si 13.601 2.713 9.535 -0.002 0 0.005
Si 10.881 5.434 9.514 -0.003 -0.008 0
Si 13.607 8.162 9.499 0 -0.003 -0.005
Si 10.88 10.879 9.512 0.003 -0.002 -0.006
Si 13.593 13.595 9.538 0 -0.001 0.004
Si 1.353 -1.359 10.878 -0.003 -0.001 -0.003
Si 4.082 1.362 10.87 0.003 -0.005 0.001
Si 1.353 4.082 10.88 -0.003 -0.005 -0.001
Si 4.075 6.808 10.898 0.007 -0.005 0.001
Si 1.354 9.526 10.879 0.011 0.005 0
Si 4.074 12.246 10.876 -0.005 -0.004 -0.001
Si 6.8 -1.357 10.869 0 -0.003 -0.001
Si 9.524 1.354 10.882 0 -0.004 -0.003
Si 6.8 4.078 10.88 -0.009 0.013 -0.002
Si 9.525 6.793 10.876 -0.008 0.001 -0.002
Si 6.799 9.525 10.889 0.001 -0.002 -0.002
Si 9.528 12.245 10.88 0.002 0.002 -0.003
Si 12.241 -1.36 10.901 -0.003 0.002 0.008
Si 14.956 1.353 10.899 -0.004 0.009 0.004
Si 12.239 4.077 10.878 0.006 -0.005 -0.005
Si 14.965 6.805 10.868 0.005 -0.011 0
Si 12.246 9.52 10.864 -0.004 -0.004 -0.001
Si 14.96 12.233 10.882 0.002 0.004 0.002
Si 2.716 0.002 12.227 -0.005 -0.005 -0.001
Si 5.442 2.713 12.239 0.006 0.004 0
Si 2.712 5.436 12.248 -0.002 -0.002 0
Si 5.437 8.174 12.252 0 0.008 0.012
Si 2.707 10.896 12.233 0.006 0.004 0.001
Si 5.436 -2.713 12.229 -0.008 0 0.001
Si 8.164 -0.009 12.239 -0.005 0.005 0.001
Si 10.892 2.708 12.24 -0.001 0.014 0.001
Si 8.162 5.439 12.231 0.003 -0.017 0.001
Si 10.892 8.158 12.222 -0.004 -0.009 0.001
Si 8.164 10.889 12.237 0 -0.004 0.003
Si 10.879 -2.719 12.261 0.003 0.007 0.001
Si 13.601 -0.007 12.268 0.007 -0.009 0.009
Si 16.318 2.719 12.246 0.001 -0.002 -0.002
Si 13.61 5.436 12.222 -0.009 0.005 -0.003
Si 16.316 8.164 12.243 0 0.005 0.001
Si 13.595 10.877 12.241 0.001 -0.007 0.001
Si 16.312 -2.716 12.238 0.01 -0.003 0.001
Si 1.356 1.348 13.597 0.006 0 0
Si 4.074 4.065 13.6 0.005 -0.009 0.004
Si 1.347 6.795 13.606 0.009 -0.006 0.012
Si 4.068 9.549 13.592 -0.015 0.01 0.002
Si 1.348 12.253 13.598 -0.006 0.007 -0.003
Si 4.062 -1.364 13.586 0.006 0.006 0.005
Si 6.803 1.345 13.597 0.005 -0.005 0.009
Si 9.526 4.074 13.575 -0.007 0.009 0.001
Si 6.812 6.807 13.593 -0.004 0.001 0.004
Si 9.536 9.523 13.576 0.009 -0.009 -0.001
Si 6.803 12.258 13.587 -0.002 -0.001 0.003
Si 9.521 -1.353 13.624 -0.012 -0.005 0.006
Si 12.242 1.356 13.626 -0.012 0.013 0.008
Si 14.947 4.073 13.6 0.007 0.005 -0.001
Si 12.261 6.801 13.574 0.008 -0.015 -0.005
Si 14.955 9.525 13.607 -0.003 -0.003 0.013
Si 12.245 12.238 13.616 0.003 -0.002 0.005
Si 14.962 -1.375 13.624 0.004 -0.01 0.006
Si 16.331 -0.014 14.974 0.006 0.003 -0.009
Si 2.712 2.695 14.963 -0.001 0.002 0
Si 16.294 5.431 14.965 0.003 -0.007 -0.001
Si 2.703 8.186 14.939 -0.003 0.008 -0.001
Si 16.297 10.915 14.961 0.007 0.004 0.003
Si 2.698 -2.707 14.965 -0.006 -0.002 0.003
Si 5.422 -0.017 14.943 0 -0.003 -0.001
Si 8.191 2.701 14.936 0.002 0.005 0.004
Si 5.447 5.436 14.933 -0.002 -0.005 0
Si 8.187 8.172 14.942 0.007 0.002 0.002
Si 5.428 10.921 14.944 -0.008 0.007 -0.002
Si 8.15 -2.715 14.973 0.001 -0.001 0.007
Si 10.887 0 14.999 0.003 -0.002 0.005
Si 13.61 2.711 14.988 0 0.009 0
Si 10.903 5.432 14.909 -0.008 0.001 -0.004
Si 13.602 8.15 14.96 -0.01 -0.014 0.002
Si 10.883 10.866 14.961 -0.005 -0.005 -0.001
Si 13.606 -2.734 14.996 0.002 0.003 0.005
O 15.421 1.362 23.573 -0.198 -0.055 0.506
O 16.25 -2.841 22.29 -0.121 0.103 0.386
O 14.645 -4.763 23.201 0.33 -0.137 0.235
O 18.092 2.82 33.036 0.039 0.262 -0.329
O 16.06 4.353 32.367 -0.015 0.031 -0.145
O 3.61 -4.127 32.063 0.011 -0.478 -0.24
O 4.625 0.208 29.952 0.266 0.203 -0.412
O 3.337 0.92 32.152 -0.287 -0.074 -0.458
O 5.345 -0.773 32.337 -0.183 -0.178 -0.207
O 13.301 -1.287 25.439 0.48 0.607 -0.284
O 6.667 -1.471 23.204 -0.472 -0.382 0.115
O 13.547 5.366 22.129 0.054 0.075 0.388
O 10.859 8.25 22.275 -0.004 -0.08 0.108
O 7.364 -7.977 33.272 0.096 0.01 -0.212
O 12.402 -2.744 27.35 -0.146 -0.156 -0.305
O 14.933 1.273 32.22 0.03 0.115 -0.375
O 5.396 6.314 25.99 -0.11 0.293 -0.241
O 4.683 5.74 33.16 -0.146 -0.026 -0.384
O 14.253 -0.608 30.53 -0.286 -0.726 0.043
O 2.901 5.99 26.812 0.007 -0.227 -0.114
O 11.702 -1.797 31.944 -0.003 0.091 -0.34
O 5.549 2.931 22.061 0.198 -0.091 0.519
O 16.346 8.086 25.156 -0.106 0.481 0.506
O 11.891 3.653 23.1 0.369 -0.148 0.331
O 6.017 -6.062 32.225 -0.104 0.497 -0.111
O 4.09 6.026 22.709 0.284 -0.403 0.2
O 10.077 0.114 32.844 0.111 -0.069 -0.295
O 4.67 8.96 30.495 0.165 0.011 -0.2
O 10.118 1.719 22.876 0.274 -0.269 0.232
O 8.357 1.988 32.037 -0.002 0.205 -0.198
O 1.833 -1.385 23.302 0.334 0.218 0.196
O 14.234 6.232 32.098 -0.297 -0.117 -0.233
O 15.421 -5.245 33.025 0.007 0.153 -0.216
O 8.845 -4.574 22.975 0.199 -0.146 0.302
O 7.179 9.724 22.946 -0.106 -0.339 0.212
O 2.696 10.721 22.156 -0.103 0.104 0.554
O 10.663 -2.795 22.088 0.132 0.204 0.255
O 8.658 6.402 32.284 0.48 0.207 -0.282
O 3.211 4.345 24.422 0.401 -0.004 0.419
O 11.904 0.268 29.8 -0.273 -0.406 0.235
O 16.976 -6.842 31.796 0.318 -0.052 -0.188
O 8.242 0.106 22.033 -0.047 0.042 0.317
O 17.75 3.905 27.182 0.75 -0.132 0.094
O 5.763 3.795 25.469 -0.031 0.059 -0.508
O 7.209 4.83 22.793 -0.123 0.17 0.096
O 18.166 -2.533 33.096 0.16 0.08 -0.162
O 2.692 -4.223 29.593 -0.258 -0.062 0.256
O 12.988 3.91 28.152 0.022 -0.063 -0.194
O 13.218 8.663 27.158 0.215 0.148 0.38
O 2.666 -5.599 27.354 -0.027 0.203 -0.012
O 14.215 6.647 25.722 -0.427 -0.221 -0.248
O 10.527 -3.546 28.981 0.021 -0.245 0.182
O 8.792 2.085 26.563 -0.172 0.398 0.183
O 8.852 -4.552 32.224 -0.086 0.088 -0.457
O 3.873 8.423 26.767 0.356 0.169 0.203
O 5.447 8.099 21.991 -0.026 0.127 0.457
O 6.596 -4.602 24.519 0.033 0.113 0.128
O 16.557 -1.037 27.962 -0.513 0.176 -0.192
O 9.195 -2.171 27.222 -0.154 0.568 0.048
O 12.368 10.273 23.125 -0.252 -0.08 0.208
O 13.688 -0.528 27.946 0.206 0.343 -0.291
O 6.8 4.43 32.239 0.167 -0.485 -0.338
O 16.597 0.451 30.244 0.052 0.356 0.182
O 9.596 -5.863 30.111 0.367 -0.574 -0.165
O 6.857 4.626 27.645 0.338 0.303 0.262
O 8.825 -6.285 27.632 -0.087 -0.541 -0.113
O 1.621 5.09 22.567 -0.402 0.405 0.331
O 16.452 2.969 21.932 -0.033 0.067 -0.095
O 13.952 1.711 29.293 0.365 -0.073 -0.179
O 3.546 1.839 23.156 -0.326 -0.515 0.295
O 3.316 -1.034 25.432 -0.034 0.569 -0.109
O 8.638 10.074 25.016 -0.125 -0.701 -0.064
O 9.964 -4.314 26.089 0.418 -0.123 0.183
O 16.689 5.565 25.546 -0.018 -0.379 -0.221
O 11.37 -4.379 31.6 0.27 -0.177 0.324
O 4.382 -4.03 23.294 -0.057 0.425 0.164
O 8.031 -4.134 28.803 -0.635 0.239 -0.151
O 17.275 8.867 22.848 -0.607 -0.13 -0.147
O 11.134 1.629 27.727 0.554 -0.234 -0.207
O 12.899 2.824 33.022 0.151 0.178 -0.096
O 15.417 6.521 23.344 0.345 0.21 0.076
O 4.514 -3.36 25.836 -0.205 -0.053 0.465
O 6.752 6.253 30.384 0.062 0.504 -0.26
O 1.394 2.547 24.366 -0.248 0.452 -0.356
O 4.49 -5.836 25.359 0.244 -0.489 -0.275
O 6.013 -1.347 25.665 0.219 0.345 0.441
O 3.741 2.126 25.691 -0.232 -0.105 0.225
O 14.387 6.629 28.356 -0.236 -0.388 0.267
O 15.868 2.214 26.113 -0.69 0.086 -0.113
O 10.769 -1.945 25.089 -0.259 0.138 0.08
O 9.424 4.015 23.933 -0.118 -0.049 -0.049
O 10.878 2.755 30.153 0.172 -0.039 0.222
O 2.284 7.01 24.233 0.37 -0.108 0.409
O 4.489 -1.437 27.75 0.156 0.109 0.099
O 16.164 -1.046 32.325 -0.014 -0.316 -0.377
O 16.994 6.46 27.958 0.204 0.232 -0.118
O 9.415 0.769 29.461 -0.155 0.115 0.077
O 11.107 4.525 32.065 -0.108 0.403 -0.177
O 5.19 -4.768 30.113 0.152 0.045 -0.428
O 7.206 -2.635 32.998 0.023 -0.066 -0.435
O 12.411 -5.254 28.011 0.047 -0.123 0.367
O 8.898 4.56 30.58 -0.205 -0.279 -0.329
O 15.578 3.456 28.406 0.135 0.28 0.147
O 17.216 0.167 25.166 0.062 -0.24 0.501
O 13.378 -5.614 25.504 0.409 -0.153 0.193
O 7.774 5.531 25.272 0.407 0.452 0.235
O 5.726 1.807 31.74 -0.285 0.394 0.227
O 2.4 -0.663 29.139 -0.057 -0.009 -0.019
O 12.093 6.23 27.215 -0.52 0.078 -0.4
O 8.226 -0.137 25.153 0.385 0.263 -0.088
O 8.271 -2.661 24.869 0.032 -0.452 -0.543
O 7.581 0.059 27.777 -0.142 -0.39 -0.094
O 17.353 -2.315 25.721 -0.05 -0.408 -0.152
O 12.677 8.181 32.982 -0.106 0.099 -0.476
O 5.245 2.557 27.8 -0.557 -0.288 0.252
O 3.082 7.883 32.489 -0.178 0.489 0.015
O 13.719 -3.392 32.321 0.231 0.428 -0.294
O 9.144 6.532 23.202 -0.122 0.269 0.434
O 8.574 -1.729 29.608 -0.301 -0.089 0.547
O 2.143 9.524 25.1 -0.075 0.316 -0.205
O 17.113 -5.877 29.261 -0.42 0.359 0.059
O 11.157 5.257 29.487 0.183 0.511 0.068
O 14.964 -2.674 26.891 -0.178 -0.383 -0.045
O 4.237 -2.295 30.211 0.416 0.178 0.12
O 5.102 4.404 29.589 -0.596 -0.221 0.431
O 12.571 -3.544 24.137 -0.096 0.059 0.076
O 11.019 9.679 26.219 -0.207 -0.522 -0.334
O 16.055 5.764 30.247 0.614 -0.137 0.03
O 12.334 -1.125 23.081 0.478 0.402 0.223
O 5 6.8 28.409 0.233 0.363 0.057
O 2.198 8.346 30.046 0.098 -0.379 -0.664
O 17.165 -3.691 27.87 -0.154 -0.084 -0.02
O 7.075 -6.459 29.716 0.102 -0.51 -0.344
O 4.004 6.448 30.673 -0.132 -0.344 0.35
O 10.518 4.094 27.184 -0.177 0.168 -0.09
O 17.441 1.475 28.072 0.505 0.122 0.03
O 10.564 -6.653 32.365 -0.108 -0.423 -0.191
O 7.198 0.263 30.43 -0.254 -0.52 0.256
O 11.039 2.399 25.225 0.407 -0.216 0.171
O 6.321 1.329 25.829 -0.256 -0.157 -0.176
O 14.129 4.052 30.539 -0.406 -0.341 0.082
O 7.145 2.779 29.67 0.274 0.212 -0.008
O 15.925 8.258 29.655 -0.4 0.208 -0.07
O 12.887 -3.253 29.865 0.634 -0.071 -0.139

Results
total energy: -101653.571 eV
total energy less fixed offsets of O -438.35, Si -107.03 eV per atom: -0.371 eV
